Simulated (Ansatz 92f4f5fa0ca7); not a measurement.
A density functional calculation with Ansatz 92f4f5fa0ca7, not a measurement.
Periodic cell of 215 atoms, Si128O87, from a study of silicon, its oxide and their interface. The atomic structure is a simulated model.
This geometry differs little from another in the collection (a relaxation step or a small displacement).

Settings: functional r2SCAN; potential files Ansatz PAW; basis plane waves; wave-function cutoff 800 eV; density cutoff ratio 5; exchange-correlation grid ratio 1; k mesh 1 x 1 x 1, shifted by 0.5 0.5 0 of a step; self-consistency stop 1e-10 eV per atom in the density residual; occupations fixed; spin none; net charge 0.

Cell vectors (angstrom)
a  10.88  0  0
b  0  10.88  0
c  2.9433  1.9962  31.3627

Atoms and the computed forces on them: element, x, y, z (angstrom), force x, y, z (eV/angstrom)
Si  -0.0702  10.9696  15.5388  0.0022  0.002  0.1184
Si  4.2066  2.1986  -5.2588  0.0057  0.0207  0.209
Si  -0.3944  2.3403  -2.8603  0.0171  -0.0056  0.1805
Si  5.1894  8.3729  -5.5224  0.0018  0.0264  0.1768
Si  -1.1341  7.0211  -4.598  0.0128  -0.0161  0.1677
Si  1.9441  9.5416  -2.6342  -0.0329  0.0082  0.1762
Si  3.9406  7.4877  -3.0377  0.0024  -0.038  0.189
Si  1.7952  6.333  -5.1792  -0.0247  -0.007  0.1912
Si  4.4797  7.0919  1.3646  0.0045  0.0003  0.0141
Si  6.6457  9.32  1.5608  -0.002  0.0007  0.0085
Si  4.1431  1.5121  1.3732  -0.0072  -0.0087  0.0416
Si  7.3901  4.6759  1.4672  0.009  0.0041  0.0362
Si  -1.8082  6.494  1.6382  0.0003  -0.0044  -0.0055
Si  1.018  9.3016  1.3067  0.0077  0.0022  -0.0066
Si  9.4163  11.9683  1.5327  0.0005  0.0003  0.0015
Si  1.1727  3.9227  1.1989  0.004  0.0002  -0.0061
Si  2.7146  8.1639  2.5674  -0.0017  -0.0037  -0.0023
Si  5.4333  10.9504  2.7285  0.0013  0.0021  -0.0001
Si  2.6894  2.81  2.6701  0.0071  -0.0047  -0.0008
Si  5.5787  5.5471  2.7816  -0.0007  -0.0047  -0.0032
Si  8.0696  8.1131  3.007  0.004  0.0072  -0.003
Si  10.8999  10.7815  2.8734  0.0002  0.0035  -0.0021
Si  8.2108  13.6466  2.6867  -0.0039  0.0018  0.0007
Si  -0.0451  5.3599  2.6793  0.0015  0.0067  -0.0004
Si  1.3877  6.7679  3.9535  0.0002  -0.0013  0.0008
Si  4.0192  9.5591  4.0415  0.0033  -0.0001  -0.0016
Si  1.3953  1.3817  4.0942  -0.0011  0.0005  -0.0007
Si  4.1209  4.1237  4.0036  -0.0011  0.001  0.0011
Si  6.75  6.8026  4.3605  -0.0011  0  -0.0026
Si  9.5215  9.4926  4.2118  -0.0026  -0.0032  0.0008
Si  6.8119  12.3014  4.0511  0.0008  -0.0005  -0.0002
Si  9.5688  4.0288  4.1532  -0.0014  -0.0026  -0.003
Si  2.733  5.4457  5.3657  0.0007  -0.0007  0.0003
Si  5.3445  8.223  5.5275  -0.0016  0.0013  -0.0006
Si  2.7185  0.0119  5.4705  0.0006  -0.0005  -0.0001
Si  5.431  2.7416  5.4006  0.0004  0.0011  -0.0001
Si  8.1962  5.3951  5.5442  0  -0.0004  -0.0001
Si  0.0476  8.0942  5.4162  0.0007  -0.0016  -0.0006
Si  8.1424  10.9197  5.4436  -0.0018  0  -0.0014
Si  0.027  13.5637  5.5076  0.0007  0.0016  -0.0003
Si  4.0062  6.7868  6.8094  -0.0007  0.0004  0.0001
Si  6.7981  9.571  6.8146  0.0004  0.0011  -0.0006
Si  4.1085  1.3843  6.7946  0.0004  -0.0001  -0.0018
Si  6.773  4.0404  6.8278  0  -0.0009  -0.0011
Si  -1.2948  6.7952  6.8278  0.0002  0.0006  -0.0017
Si  1.3362  9.4935  6.7928  0.001  -0.0007  -0.0015
Si  -1.3811  12.2194  6.8322  -0.0002  -0.0001  -0.0011
Si  1.41  4.1005  6.7876  0.0004  0  -0.0012
Si  2.6658  8.1308  8.1665  -0.0005  0.001  -0.0013
Si  5.4731  10.9342  8.1747  0.0005  0.0005  -0.0005
Si  2.7542  2.7426  8.1618  0.0001  0.0001  -0.0009
Si  5.3937  5.4187  8.1474  -0.0008  -0.0003  -0.0018
Si  8.2042  8.1947  8.136  -0.0004  0.0004  -0.0011
Si  -0.0412  10.8326  8.1643  0.0005  0.0006  -0.001
Si  8.1357  2.6925  8.1831  -0.0005  0.001  -0.0009
Si  0.0681  5.4592  8.175  -0.0001  0  -0.001
Si  1.3648  6.8069  9.623  0.0005  0.0004  0.0004
Si  4.0826  9.5095  9.395  -0.0008  -0.0013  0.0003
Si  1.3465  1.352  9.4261  -0.0005  0.0001  0.0005
Si  4.0802  4.0767  9.6054  -0.0002  0.0013  0.0009
Si  6.8069  6.8028  9.3877  0  0.0012  0.0001
Si  9.5126  9.5167  9.6151  -0.0007  -0.0004  0.001
Si  6.8106  12.2494  9.6165  0.0005  0.0009  0.0003
Si  9.5276  4.0986  9.424  -0.0006  -0.0014  0.0008
Si  2.7362  5.4504  10.9998  0.0016  0.0005  0.0016
Si  5.4539  8.1593  10.7064  0.0013  -0.0017  -0.0016
Si  2.7097  10.8323  10.7145  -0.0008  0.0029  -0.0013
Si  5.4508  2.72  10.9977  -0.0003  -0.0003  0.0027
Si  8.1468  5.4515  10.7323  -0.0001  -0.0004  -0.0005
Si  -0.0075  8.1526  11.0069  0.0007  0.0008  0.0026
Si  8.1493  10.8839  11.0062  0.0005  0.0002  0.0027
Si  -0.012  2.7375  10.7453  0.0007  0.0002  -0.0009
Si  4.2239  6.8548  12.2078  0.0037  0.0044  -0.0049
Si  6.6922  9.4518  12.2175  -0.0072  0.0005  -0.0029
Si  4.0188  12.1097  12.164  0.0023  -0.0067  -0.0044
Si  6.8901  4.1576  12.2435  0.0004  0.0054  -0.0054
Si  -1.4617  6.7367  12.2255  -0.0004  -0.0064  -0.0054
Si  1.457  9.5525  12.2456  0.0048  0.0034  -0.0029
Si  9.5779  12.3344  12.2337  0.0036  0.0013  -0.004
Si  1.2773  4.0394  12.2321  -0.0057  0.0001  -0.0046
Si  3.2618  8.599  13.4648  -0.0012  -0.0018  -0.0014
Si  4.9193  10.3549  13.5051  0.0046  0.0001  -0.0049
Si  2.2408  2.2022  13.3353  0.0131  0.009  0.0444
Si  5.9783  5.9117  13.5186  -0.0064  -0.0028  0.0081
Si  -3.2291  7.7168  13.4626  0.0101  0.0167  0.0496
Si  0.5283  11.4071  13.3537  -0.004  -0.0048  0.0054
Si  8.6549  3.2414  13.5111  -0.0121  -0.01  0.0464
Si  -0.5225  4.9704  13.4551  0.0045  0.0041  0.0055
Si  8.5354  8.2061  18.8392  0.0153  0.0103  0.2086
Si  2.2798  10.144  19.8496  -0.0371  0.0061  0.197
Si  9.2382  8.4118  16.015  -0.005  0.0128  0.1518
Si  2.8185  7.4566  15.4726  -0.0036  -0.002  0.109
Si  1.9667  12.0445  21.8653  0.0066  0.048  0.2015
Si  1.1699  5.3245  20.6247  -0.003  -0.0297  0.1892
Si  8.9566  1.5465  -6.2224  -0.0175  0.0097  0.2279
Si  8.4518  10.15  0.326  0.0055  -0.0269  0.0668
Si  6.1146  6.5417  18.2533  0.0224  -0.0124  0.1932
Si  4.5708  3.3131  -8.0999  -0.0046  0.0059  0.2403
Si  8.6831  4.161  -4.3912  0.0112  0.0219  0.1589
Si  0.0374  5.9323  15.5031  0.001  -0.0171  0.1291
Si  8.1152  1.704  16.1538  -0.0017  0.0062  0.1613
Si  1.8691  5.0455  -0.8713  0.0101  0.0147  0.1058
Si  -0.0192  8.0771  20.5963  -0.0105  -0.0047  0.1615
Si  5.2784  11.2518  15.681  0.011  -0.0146  0.0952
Si  1.7788  11.0854  -0.0834  -0.006  0.0093  0.091
Si  -0.9417  8.2475  0.2922  -0.0116  0.0044  0.0108
Si  -0.1847  7.4189  -1.7408  0.0085  -0.0038  0.1595
Si  8.5662  2.9718  18.9752  0.0092  0.007  0.2115
Si  3.9398  2.3288  15.9397  -0.015  0.0041  0.1008
Si  1.9442  3.6682  -3.7696  -0.0204  0.0071  0.1914
Si  2.8259  10.3545  -5.4582  0.0013  -0.0296  0.1936
Si  0.2268  1.9951  0.2264  0.0181  -0.014  0.0663
Si  0.5073  11.3647  -7.285  0.0391  -0.0082  0.2311
Si  4.1554  9.0027  17.6986  0.005  -0.0163  0.1816
Si  8.2325  11.2903  -2.6656  0.018  -0.0052  0.1887
Si  3.4949  3.6529  21.4042  0.0042  -0.0233  0.1896
Si  6.1721  4.4833  20.4696  -0.0067  -0.0153  0.2171
Si  5.1301  5.2817  15.6419  0.0167  0.002  0.1257
Si  4.0472  5.7602  -0.5536  -0.021  -0.0166  0.0641
Si  8.4168  9.4675  21.5371  -0.0529  0.0086  0.2182
Si  6.368  2.9034  -3.2799  -0.0133  0.0087  0.1806
Si  7.2123  2.0006  -8.7698  0.0186  0.014  0.2113
Si  4.0323  6.3535  -7.3524  -0.0436  0.0188  0.2395
Si  -1.1996  1.4063  21.4073  0.0099  -0.0017  0.1904
Si  7.9357  9.6041  -5.0699  0.012  -0.0242  0.1703
Si  0.2237  4.1927  18.0467  -0.008  0.0129  0.1984
Si  5.3877  3.8101  -0.5247  0.0076  0.0136  0.117
Si  1.7123  1.4595  17.7045  -0.0284  0.0003  0.1869
O  8.2696  10.7883  -1.1525  -0.0103  0.0436  -0.1421
O  2.1007  4.1462  -2.2235  -0.005  -0.0454  -0.1504
O  8.4016  1.8267  -7.7027  -0.0539  0.0114  -0.1532
O  5.3728  3.2981  -2.0665  0.0314  -0.032  -0.1222
O  -0.4018  9.3741  15.6217  0.0101  0.0199  -0.0521
O  8.1726  2.9054  15.0633  0.0125  0.0305  -0.0892
O  2.7932  6.8526  -3.9987  -0.0299  -0.0217  -0.106
O  2.9526  8.3918  16.8015  -0.022  -0.0262  -0.1055
O  -1.1237  6.8823  16.1439  0.0105  -0.0108  -0.0655
O  0.9952  2.3551  -3.6917  0.0156  -0.0018  -0.0714
O  -1.0606  8.635  21.7306  0.0333  -0.0155  -0.0879
O  8.653  8.968  17.4243  0.0219  0.0058  -0.1347
O  3.3195  11.4135  0.3551  -0.0145  -0.0093  -0.0394
O  0.6669  8.6202  -2.3831  0.0381  0.0205  -0.0762
O  3.2758  8.7183  -2.21  0.0146  -0.0082  -0.0625
O  6.099  5.688  16.8869  -0.0296  -0.0314  -0.1303
O  -1.1329  3.7263  -3.2561  -0.0301  0.0185  -0.0784
O  3.8787  9.2292  -5.9444  0.0032  -0.0014  -0.0625
O  -0.2199  2.4663  -1.2714  -0.0234  0.0093  -0.144
O  5.5841  8.2387  0.8787  -0.0017  -0.0005  -0.02
O  -0.3234  1.3237  -6.1823  0.0236  -0.0211  -0.0961
O  3.1684  2.0897  17.3637  0.054  0.0079  -0.0909
O  5.6336  5.6892  19.5373  -0.0024  0.0579  -0.1198
O  8.6164  2.9004  -5.4115  0.0095  -0.0676  -0.1137
O  1.1108  5.1346  19.0238  -0.0196  -0.025  -0.134
O  7.6311  6.9106  18.6165  -0.0207  -0.0057  -0.0701
O  9.3427  1.8709  19.8931  -0.0309  0.0423  -0.133
O  7.752  10.003  -3.5084  -0.0078  -0.0259  -0.113
O  -1.3914  11.7545  16.0524  0.0201  -0.0102  -0.0605
O  2.5637  6.4749  -6.6144  0.0637  -0.0031  -0.1225
O  6.5569  9.1673  -5.7846  -0.0128  -0.0024  -0.0627
O  6.8622  11.6156  15.8446  -0.0228  -0.0075  -0.0442
O  7.2529  1.6765  -2.7317  -0.0095  0.0138  -0.0613
O  5.0123  2.5669  0.4686  0.0143  0.0304  -0.053
O  1.8183  10.8564  -1.7054  0.0145  -0.0298  -0.1066
O  4.8162  3.699  15.8856  0.0019  0.004  -0.0434
O  2.6727  5.0171  21.1378  -0.0236  0.0217  -0.0665
O  4.1599  2.3479  -6.8615  0.0174  0.0351  -0.1638
O  0.962  1.5509  -8.3989  -0.0038  0.0333  -0.1463
O  1.9517  9.8641  -4.1996  0.0269  0.0297  -0.1416
O  8.05  8.4065  14.9189  -0.0289  -0.0179  -0.0853
O  3.5334  9.4641  19.1169  0.0465  -0.0253  -0.1102
O  0.0399  4.3242  21.2156  0.0418  0.0319  -0.1107
O  0.3686  4.7578  16.5568  -0.0045  0.0475  -0.134
O  1.3204  6.8943  15.305  0.007  0.0054  -0.0451
O  6.6518  5.0151  21.9332  -0.0447  -0.028  -0.1619
O  -1.1978  11.8438  -3.1755  -0.0045  -0.004  -0.0659
O  7.9588  2.2743  17.6554  -0.0166  -0.0385  -0.1399
O  5.2498  7.8788  18.0509  -0.0254  0.0222  -0.0629
O  1.7772  11.4071  19.0027  -0.0034  0.0421  -0.1212
O  5.1507  8.036  -3.9403  0.0288  0.0214  -0.1171
O  0.7498  6.1677  -1.264  -0.0104  0.0096  -0.0576
O  9.0522  5.6021  -5.042  -0.0063  -0.0015  -0.0589
O  1.8143  10.6779  -6.6563  -0.0622  0.0239  -0.1113
O  0.3835  7.1364  -5.1883  0.0201  0.0007  -0.0614
O  -1.1584  6.9647  -2.9607  -0.0215  -0.0129  -0.1469
O  4.5475  6.4474  -1.9764  -0.0004  0.0511  -0.111
O  7.3691  3.6378  19.8212  0.0396  -0.0232  -0.0934
O  4.3115  4.7976  -7.564  0.0146  -0.0314  -0.0851
O  0.7082  2.662  18.0372  0.0201  -0.0216  -0.0673
O  3.6702  11.609  -4.9268  -0.004  -0.0022  -0.0627
O  -0.9042  7.6521  19.3153  -0.0303  0.0004  -0.0881
O  4.8764  3.531  20.6017  0.0352  0.0142  -0.0786
O  8.7442  11.0276  21.7761  0.0122  0.0049  -0.0683
O  5.6804  2.3709  -4.6395  -0.0389  -0.0194  -0.101
O  2.5041  2.4389  21.0209  -0.0033  0.0008  -0.0786
O  2.7269  2.5253  14.8725  -0.0323  -0.0005  -0.0798
O  3.7571  6.1494  15.7485  0.0012  0.0081  -0.0557
O  8.9548  8.3347  -5.1455  -0.0173  0.0251  -0.0633
O  5.1388  6.993  -6.3535  -0.0177  -0.0465  -0.1114
O  0.3624  11.9175  21.6741  -0.0087  -0.0071  -0.0658
O  1.164  11.3882  16.5122  -0.0362  -0.0281  -0.1038
O  -1.3137  4.1637  18.5379  0.0197  0.0036  -0.0721
O  4.851  10.223  16.8943  0.0213  0.0505  -0.0967
O  7.2326  4.2174  -3.6679  0.0231  0.0057  -0.0648
O  -0.491  10.2621  -7.957  -0.0348  -0.0313  -0.1345
O  6.8958  4.2892  -0.0684  -0.0289  -0.0159  -0.0582
O  2.6862  10.7056  21.3167  0.0042  -0.0453  -0.1139
O  9.3157  2.6252  22.4167  -0.0018  -0.0382  -0.0886
O  6.16  3.1552  -8.3758  0.0222  -0.0143  -0.0758
O  1.3612  4.8272  -4.7412  0.0041  0.0339  -0.0777
O  1.0343  9.1628  20.0792  0.0237  0.0129  -0.0674
O  7.9466  9.1873  20.0019  -0.0013  -0.0358  -0.1354
O  0.8061  6.809  21.1353  -0.0058  0.0167  -0.0629
O  4.2723  7.0629  -8.7993  0.056  0.0318  -0.1535
O  8.3364  11.0125  -5.7477  0.0213  0.052  -0.0931
O  3.3417  3.2853  -4.4468  0.0402  -0.0324  -0.0874

Results
free energy: -131496.261 eV
free energy less fixed offsets of O -570.45, Si -639.56 eV per atom: -3.431 eV

The program warned: the cutoff lies below the one the program advises for these potential files; the forces do not sum to zero within the program's tolerance; empty levels may hold ghost states of the PAW files; the exchange-correlation potential is rough where the density is thin.
